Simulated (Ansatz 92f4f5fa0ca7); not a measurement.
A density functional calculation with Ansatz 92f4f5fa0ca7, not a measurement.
Periodic cell of 252 atoms, Si144O100N8, from a study of silicon, its oxide and their interface. The atomic structure is a simulated model.

Settings
functional: r2SCAN
potential files: Ansatz PAW
basis: plane waves
wave-function cutoff: 800 eV
density cutoff ratio: 5
exchange-correlation grid ratio: 1
k mesh: 1 x 1 x 1, shifted by 0.5 0.5 0 of a step
self-consistency stop: 1e-10 eV per atom in the density residual
occupations: fixed
spin: none
net charge: 0

Cell vectors (angstrom)
a	10.888	0	0
b	0	10.888	0
c	0	0	35.7261

Atoms and the computed forces on them: element, x, y, z (angstrom), force x, y, z (eV/angstrom)
Si	0.2375	-0.3682	0.0455	0.0129	-0.0123	0.1019
Si	2.1252	3.2421	0.1896	-0.0254	0.0055	0.0925
Si	0.3518	4.9664	0.3304	0.0245	-0.0209	0.0709
Si	2.4877	8.3046	-0.1091	-0.0135	0.0216	0.119
Si	5.6415	-0.2509	0.1375	-0.0045	-0.0049	0.1098
Si	8.0496	2.8699	0.1551	-0.0136	0.0083	0.0929
Si	5.4967	4.7343	-0.2554	0.0234	0.0057	0.1523
Si	7.8934	8.3302	0.0281	0.0134	0.0081	0.1328
Si	1.3017	1.3279	1.299	-0.0007	-0.0018	-0.0113
Si	4.0107	3.948	1.3762	-0.0074	0.0016	-0.0052
Si	1.4288	6.7553	1.3683	-0.0005	-0.0003	-0.0073
Si	4.0038	9.4724	1.3197	0.0006	-0.0006	-0.006
Si	6.8267	1.313	1.4192	0.0017	-0.0009	-0.0084
Si	9.5368	3.9895	1.5587	0.0002	0.0006	-0.0043
Si	6.815	6.8475	1.4287	0.012	0.0059	0.0194
Si	9.5716	9.3868	1.3421	0.0035	0.005	-0.0061
Si	-0.0003	2.5919	2.8259	0.0005	0.0014	-0.0008
Si	2.6933	-0.0064	2.6843	-0.0028	-0.0004	0.0016
Si	-0.0041	8.0532	2.7403	-0.0004	0.0005	-0.0006
Si	2.8296	5.4691	2.7434	0.0008	0.0012	-0.0002
Si	5.4061	2.6315	2.7533	0.0024	0.0016	0.0012
Si	8.2262	-0.0721	2.7173	-0.0003	-0.0015	-0.0003
Si	5.4108	8.1823	2.7599	0.0015	-0.0007	-0.0019
Si	8.1239	5.4083	2.7698	-0.0046	0.0015	-0.001
Si	1.4051	4.0652	4.055	-0.0012	-0.0014	-0.0011
Si	4.054	1.3037	4.1096	-0.0022	0	0.0002
Si	1.3296	9.5086	4.051	0.0003	0.0014	-0.001
Si	4.1026	6.8231	4.1473	0.0005	0.0006	-0.0003
Si	6.7552	4.0377	4.0969	0.0019	0.0025	0.0011
Si	9.5193	1.2718	4.1577	-0.0004	0.0001	-0.0011
Si	6.8133	9.5176	4.0866	-0.0006	0.0006	-0.0014
Si	9.503	6.7529	4.123	0.001	-0.0014	0.0003
Si	0.0126	-0.0501	5.4907	0.0002	-0.0003	-0.001
Si	2.7376	2.7289	5.4562	0.0003	-0.0001	-0.0001
Si	0.0128	5.3954	5.4394	-0.0003	0.0007	0.0008
Si	2.6945	8.1836	5.4439	0.0003	0.0017	-0.0006
Si	5.452	-0.0154	5.4506	-0.0002	-0.0001	-0.0003
Si	8.151	2.6874	5.4451	-0.0011	0.0009	0.0003
Si	5.4464	5.4366	5.4692	0.0001	-0.0004	-0.0005
Si	8.1513	8.1393	5.4597	-0.0009	0.0009	-0.0007
Si	1.3622	1.38	6.8033	-0.0002	0.0004	-0.0018
Si	4.0909	4.1011	6.8313	-0.0001	-0.0007	-0.0015
Si	1.3399	6.8094	6.7911	-0.0001	-0.001	-0.0013
Si	4.0746	9.534	6.7975	0.0003	0.0004	-0.0004
Si	6.7947	1.3533	6.8146	-0.0009	0.0009	-0.0008
Si	9.528	4.0479	6.7987	-0.0011	0.0001	-0.0013
Si	6.7948	6.7854	6.833	-0.0009	0.0002	-0.0007
Si	9.5111	9.4905	6.8234	-0.0006	0.0001	-0.0011
Si	-0.0047	2.7162	8.1844	-0.0002	0	-0.0009
Si	2.7507	0.0538	8.1418	-0.0008	-0.0001	-0.0003
Si	-0.0263	8.1366	8.1782	0.0005	0.0007	-0.0007
Si	2.7282	5.5001	8.1589	-0.0014	0.0007	-0.0011
Si	5.4825	2.753	8.1696	-0.0003	-0.0003	-0.0003
Si	8.152	-0.0204	8.1618	0	0.0004	-0.0006
Si	5.4263	8.1821	8.1639	-0.0001	0.0001	-0.0008
Si	8.1696	5.4123	8.1592	0.0001	0.0002	0.0003
Si	1.3553	4.1541	9.4888	0.0007	-0.0008	-0.0007
Si	4.1224	1.4193	9.5083	0.0004	0.0015	-0.001
Si	1.3521	9.5778	9.4333	-0.0016	0.0008	-0.0013
Si	4.0687	6.8739	9.5547	0.0013	-0.0013	0.0001
Si	6.8622	4.0574	9.5739	-0.0012	0	-0.0008
Si	9.5103	1.3244	9.5222	-0.0002	0	-0.0011
Si	6.7821	9.531	9.5345	-0.0004	-0.0002	-0.0013
Si	9.4705	6.7812	9.5362	-0.0007	-0.0001	-0.0004
Si	-0.0108	-0.0406	10.8501	0.0008	0.0006	-0.0021
Si	2.7593	2.8276	10.8054	-0.0007	-0.0008	0.0011
Si	-0.0306	5.4621	10.8825	-0.0009	-0.0015	-0.0013
Si	2.6878	8.3295	10.8535	0.0003	-0.0012	-0.0012
Si	5.4837	0.0699	10.8824	0.0013	-0.0014	0.0003
Si	8.2156	2.6489	10.9638	-0.0011	0.0016	-0.0007
Si	5.4932	5.495	10.8443	0.0014	0.0014	-0.0025
Si	8.1022	8.1428	10.9077	-0.0004	-0.0006	0.0007
Si	2.695	0.3586	13.5559	-0.0011	0	-0.0017
Si	4.1161	4.2057	12.181	-0.0016	0.0012	-0.0004
Si	1.1978	7.0417	12.1226	-0.0019	-0.0013	0.0009
Si	4.0302	9.7489	12.2257	-0.0021	0.0024	0.0027
Si	6.8586	1.2881	12.3821	-0.0015	0.0057	-0.0042
Si	9.6539	3.9698	12.2862	0.0046	-0.0023	0.0032
Si	6.772	6.7991	12.3346	-0.0023	-0.0042	0.0055
Si	9.512	9.4604	12.2299	0.0068	-0.0011	-0.0033
Si	0.3134	2.7041	13.6549	-0.0033	0.0025	-0.0093
Si	1.3695	1.4312	12.0442	-0.0013	0.0047	0.0011
Si	-0.1266	8.1902	13.7788	0.0064	0.0015	-0.0018
Si	2.6614	5.7477	13.2845	0.0012	-0.002	-0.0017
Si	5.4953	2.8183	13.5493	0.002	0.0004	-0.0051
Si	8.2337	-0.213	13.7279	0.013	0.0123	0.044
Si	5.2556	8.2799	13.5538	0.0011	0.0024	-0.0072
Si	8.293	5.3254	13.5749	-0.005	0	-0.0102
Si	1.613	4.3544	14.7209	-0.0064	0.0066	0.0405
Si	3.7973	2.1042	14.9388	0.0091	-0.015	0.0755
Si	1.3143	9.8209	14.823	-0.0077	0.0204	0.068
Si	3.4133	7.4104	14.7422	0.0007	-0.0122	0.0738
Si	6.8836	4.0427	14.9586	0.0134	-0.0132	0.0782
Si	10.4841	1.3501	15.4887	-0.0038	0.0039	0.1042
Si	6.9579	8.9952	14.9169	-0.0134	0.0416	0.0728
Si	9.8483	6.2269	15.098	-0.0189	-0.0211	0.0764
Si	5.7862	1.3476	21.7097	-0.0101	0.0208	0.2483
Si	1.0933	14.2902	25.8131	-0.041	-0.0133	0.2897
Si	9.4779	-3.9293	31.0754	-0.0108	0.0309	0.2792
Si	19.2853	-8.4916	17.2916	-0.0239	-0.0048	0.203
Si	10.8624	4.0354	17.1166	0.0104	-0.0091	0.1708
Si	-4.8071	3.4454	24.1062	-0.0027	-0.0357	0.2995
Si	12.6796	-0.7129	28.1381	0.0265	-0.0142	0.2599
Si	-4.7768	-20.1396	26.6031	-0.0458	-0.0113	0.3094
Si	12.0805	-10.9344	17.8044	-0.0174	-0.0103	0.2206
Si	1.8649	3.0882	30.1921	-0.003	-0.0445	0.2863
Si	6.9581	-4.1103	16.1311	-0.0114	-0.0131	0.1169
Si	20.2393	6.2851	18.0296	0.0316	0.0325	0.2045
Si	27.3236	-14.4513	21.5578	0.0398	-0.0383	0.2567
Si	24.5157	7.0695	32.7368	0.0294	-0.0088	0.2293
Si	17.9312	-13.8927	18.8815	0.0039	0.0271	0.2578
Si	35.8099	-7.0131	23.793	-0.0527	0.0269	0.2914
Si	-2.6978	2.7551	20.279	-0.0356	0.0078	0.2644
Si	-23.7814	-5.3831	28.3358	0.0047	-0.0028	0.288
Si	17.8714	-11.2169	17.6612	0.0257	0.0056	0.1837
Si	12.0125	7.6788	26.8389	0.0368	0.0432	0.2662
Si	11.3035	19.1274	19.2251	-0.0319	0.0187	0.2189
Si	16.8771	2.3764	30.9599	-0.0266	0.0173	0.2892
Si	-4.5648	-0.0634	33.0671	0.0036	-0.0447	0.2289
Si	-6.4697	-3.1014	17.3993	-0.026	0.0171	0.1837
Si	4.183	-10.8696	17.3495	-0.012	-0.0127	0.1629
Si	7.8618	-11.4466	25.7078	0.0291	0.0567	0.2936
Si	11.9667	16.7272	24.344	-0.0085	0.0098	0.2733
Si	18.951	-8.294	28.812	-0.021	0.0295	0.2721
Si	-12.6051	-9.8798	33.6936	0.0013	0.0091	0.2185
Si	4.2813	-16.7551	16.2588	-0.0033	0.0008	0.1421
Si	13.8492	17.9214	20.0907	0.001	-0.0043	0.234
Si	10.9831	5.3043	33.1238	0.0095	-0.0133	0.2415
Si	7.4964	5.1821	22.235	0.0213	0.0247	0.2514
Si	-18.7965	13.1819	21.0384	0.0402	0.0231	0.2841
Si	13.6564	15.1577	18.7114	0.0053	-0.0325	0.2472
Si	0.0709	-9.7015	20.4605	0.001	0	0.241
Si	7.1842	-3.0212	32.7568	-0.0125	0.0129	0.2191
Si	14.8105	-9.3267	28.6039	-0.0162	0.0381	0.2794
Si	9.6702	18.0299	23.2664	0.0337	-0.045	0.2887
Si	16.1436	-5.6069	32.4416	-0.0171	0.0424	0.2144
Si	12.7429	13.7854	32.9751	0.0083	0.0236	0.2607
Si	10.2169	1.1413	27.1617	0.035	0.0031	0.2558
Si	11.9773	-1.9918	30.9103	0.0008	-0.0169	0.2665
Si	-12.1027	20.3923	21.4507	-0.0582	-0.032	0.2702
Si	-9.8376	15.98	28.2042	-0.014	-0.0192	0.2744
Si	-1.9077	-3.2474	26.3413	0.0081	-0.033	0.3018
Si	6.9781	-1.2295	22.737	0.0488	0.0342	0.2704
Si	22.1555	0.9474	31.7308	-0.0404	0.0102	0.2337
O	1.4451	-4.7525	32.8976	-0.0014	0.0073	-0.0793
O	12.3768	-9.2282	21.0945	-0.0426	-0.017	-0.096
O	2.8045	2.6436	28.9861	0.0385	-0.0248	-0.1248
O	7.499	35.1092	30.3382	0.0691	0.0058	-0.1668
O	-7.7529	21.9231	28.4422	-0.0068	-0.0102	-0.084
O	-5.5917	0.1798	34.3192	0.0237	0.0114	-0.1487
O	-0.3608	27.2693	34.662	-0.013	0.0151	-0.16
O	9.8054	16.6657	32.1458	-0.0415	0.0446	-0.1324
O	3.1037	7.6561	34.2335	0.0078	-0.0452	-0.1707
O	19.441	6.3969	22.3812	-0.0512	-0.0338	-0.1078
O	16.492	-6.9787	31.5534	0.0241	-0.0859	-0.114
O	9.7216	2.2405	20.5089	0.0004	-0.0006	-0.0807
O	10.291	11.0561	34.4923	-0.0447	0.0399	-0.1288
O	12.3437	1.3344	32.8936	-0.0163	-0.0191	-0.1091
O	22.2546	0.1828	27.8005	-0.0568	0.0331	-0.1023
O	4.9794	4.7652	33.9522	-0.0011	0.0213	-0.1744
O	21.2492	-5.8385	27.9157	0.0152	-0.0006	-0.1008
O	-4.7619	-2.6257	22.772	-0.0341	-0.0392	-0.1159
N	-2.1918	6.4856	16.4554	-0.0146	0.004	-0.1415
O	4.9848	1.7769	29.8233	-0.064	-0.0344	-0.1719
O	10.9828	13.0975	26.2154	0.0361	0.0493	-0.1131
O	11.2005	-10.1143	18.907	0.0377	-0.0349	-0.169
O	16.4281	0.1892	18.2472	-0.0106	-0.0073	-0.08
O	-14.1643	-12.3965	18.5825	-0.0232	0.0186	-0.0965
O	-2.8012	0.827	17.5486	0.0039	0.005	-0.0682
O	13.2428	8.5907	15.1952	-0.0069	-0.002	-0.0401
O	-4.8043	27.5865	21.7565	-0.0362	0.0419	-0.0919
N	-0.8253	13.3978	16.7645	0.026	-0.0133	-0.0938
N	3.7363	6.6734	16.2677	-0.0118	-0.0042	-0.1098
O	17.335	-21.6321	26.081	0.0335	-0.0431	-0.1096
O	12.8495	-12.7136	26.9648	-0.0149	-0.0554	-0.1104
N	0.2309	5.0597	15.7101	0.0164	0.0183	-0.0899
N	-4.7822	7.3977	17.5362	0.003	-0.0265	-0.1565
N	14.0975	-7.1157	15.4326	-0.0167	-0.0174	-0.0631
O	29.7169	-3.1048	34.2119	-0.0316	-0.0123	-0.1762
O	35.1474	5.3429	23.7658	0.0445	-0.0179	-0.0957
O	-6.9569	-3.6626	21.39	-0.0466	-0.0006	-0.1198
N	22.4775	0.0942	16.1272	-0.0019	-0.005	-0.1395
O	1.3709	7.0375	25.3887	0.0001	-0.0695	-0.1824
O	1.4276	-6.9869	17.858	-0.0566	0.0009	-0.1063
O	15.0582	9.3299	16.9159	0.0053	-0.0086	-0.0594
O	6.2597	9.2338	32.6163	0	-0.0119	-0.0698
O	4.0886	4.5498	17.8107	0.042	0.0221	-0.136
O	3.7307	-3.2071	18.8429	0.0495	0.0224	-0.163
O	10.0435	8.6158	22.7468	0.0025	0.0768	-0.1483
O	19.1698	17.3325	27.1779	-0.0017	0.0755	-0.1527
O	-12.9739	-8.5404	34.5268	0.0286	-0.0418	-0.1137
O	17.5589	10.0133	16.1809	0.0183	-0.0561	-0.1359
O	21.3836	-10.896	21.4544	0.0271	0.0393	-0.1017
O	-8.2296	-7.5996	31.6153	-0.003	-0.0021	-0.1761
O	-4.9902	-8.4773	22.9079	-0.0056	-0.0791	-0.1742
O	-4.9764	-0.0963	22.393	-0.0187	0.0247	-0.0962
O	1.0437	-12.489	18.1926	0.0214	0.0459	-0.1015
O	8.0131	-1.9681	26.4785	-0.0132	0.0263	-0.1035
N	16.8655	-5.6094	15.7839	0.0209	-0.0087	-0.0652
O	27.9352	-2.9343	20.2116	0.046	0.0191	-0.1971
O	12.4397	-3.0896	20.2958	-0.0083	0.0046	-0.0913
O	9.8415	-17.0279	18.1622	0.0129	-0.011	-0.089
O	24.9036	3.0158	19.627	-0.0127	0.0687	-0.1657
O	10.7397	-3.8144	18.2765	-0.0354	-0.0439	-0.092
O	6.5033	2.71	25.4783	-0.0013	0.0823	-0.2047
O	7.9751	-7.8155	18.7106	0.0165	-0.006	-0.1904
O	18.9631	-1.1995	21.5491	0.032	0.0006	-0.115
O	2.2967	2.928	24.8318	0.0777	0.0194	-0.153
O	14.8007	17.0407	32.075	0.0016	-0.009	-0.0768
O	27.5614	6.2354	36.0095	-0.0154	-0.0312	-0.0569
O	18.8991	4.0946	21.1706	0.027	-0.071	-0.1417
O	-2.6646	-4.1133	19.0849	0.0126	-0.0137	-0.1059
O	-1.7246	-10.3113	14.8663	-0.0282	-0.0258	-0.0595
O	7.4968	3.022	16.0992	-0.0372	0.0397	-0.1024
O	12.6295	-6.778	27.127	0.0022	-0.0513	-0.1821
O	16.873	-9.7232	32.0629	-0.0153	0.0963	-0.1504
O	-8.3237	-5.3789	19.735	-0.0001	-0.0294	-0.1007
O	-23.1718	23.685	28.4247	0.0329	-0.0373	-0.1249
O	-6.5987	1.1316	16.1739	-0.0169	0.0554	-0.1015
O	-6.2913	1.809	27.1539	0.0697	0.0062	-0.1632
O	1.3589	9.4436	35.2203	0.0026	-0.0034	-0.0544
O	17.9189	-9.2086	20.7143	0.0626	0.0238	-0.1191
O	0.4603	-7.1497	32.9432	0.0122	-0.0137	-0.0808
O	7.7758	9.9978	24.123	-0.0482	-0.043	-0.2466
O	-0.0586	-3.1093	30.8048	0.0076	0.0049	-0.0872
O	22.5431	1.8984	30.4624	0.0264	0.042	-0.1367
O	24.8792	3.2758	22.3143	-0.0074	-0.074	-0.2147
O	8.3625	-13.8074	31.6587	0.066	-0.0288	-0.1201
O	13.6495	-10.5574	18.0709	0.024	-0.0064	-0.0829
O	13.2164	-2.5714	31.7873	-0.054	0.057	-0.1257
O	9.1248	0.3685	26.2183	-0.0664	-0.05	-0.119
O	21.9272	-15.4638	23.1382	-0.0462	0.0303	-0.1242
O	9.7737	1.3263	32.2331	0.0488	0.0032	-0.126
O	15.1738	12.2208	21.1002	-0.036	-0.0013	-0.0885
O	10.0466	8.7698	20.0759	0.0534	-0.0421	-0.1527
O	18.1229	15.3871	23.6935	0.0261	0.0404	-0.1388
O	-0.4639	7.9906	27.0083	-0.043	-0.0024	-0.102
O	8.0109	15.059	28.4884	0.0042	0.0077	-0.0918
O	0.2971	15.4808	25.0498	0.0082	0.0461	-0.1231
O	-3.9714	-6.9397	35.4328	-0.0178	0.0171	-0.0544
O	26.4139	4.1145	24.3491	0.0031	0.0013	-0.0978
O	7.02	-9.0524	27.8919	-0.0549	-0.0392	-0.1646
O	19.7978	-15.472	29.7338	-0.0221	-0.0689	-0.2171
O	-3.0331	10.9969	33.5564	-0.0287	-0.0032	-0.0809
O	-1.7105	7.2112	24.8053	0.0219	-0.0196	-0.2386
O	17.3007	-4.4407	32.4687	-0.002	-0.0143	-0.0716
O	11.3516	-0.6371	31.5309	0.0224	-0.0417	-0.0953
O	2.6504	14.0191	34.3464	-0.0064	-0.016	-0.1759
O	12.4712	-1.6129	29.4513	0.0232	0.0552	-0.2072
O	12.4593	6.6131	28.0031	-0.0081	0.0376	-0.12
O	6.7684	20.3781	35.6845	-0.0031	0.0037	-0.056
O	12.1586	-6.3659	29.7187	-0.0226	0.0584	-0.1614

Results
free energy: -152236.134 eV
free energy less fixed offsets of N -386.36, O -570.45, Si -639.56 eV per atom: -3.614 eV

The program warned: the cutoff lies below the one the program advises for these potential files; the forces do not sum to zero within the program's tolerance; empty levels may hold ghost states of the PAW files; the exchange-correlation potential is rough where the density is thin.
